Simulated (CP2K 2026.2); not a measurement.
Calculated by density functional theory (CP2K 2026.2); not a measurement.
Periodic cell of 504 atoms, Si360O144, from a study of silicon, its oxide and their interface. The atomic structure is a simulated model.
Doubt: the forces sum to 2.65 eV/angstrom along one axis rather than to zero, so they err by at least 0.0053 eV/angstrom per atom on average; the grid cutoff is modest.

Settings: functional PBE; method Gaussian and plane waves; basis set DZVP-MOLOPT-SR-GTH; pseudopotentials GTH-PBE; grid cutoff 300 Ry, relative cutoff 40 Ry; k points Gamma only; occupations fixed; spin none; net charge 0.

Cell vectors (angstrom)
a	16.32	0	0
b	0	16.32	0
c	5.3245	2.6623	33.5185

Atoms and the computed forces on them: element, x, y, z (angstrom), force x, y, z (eV/angstrom)
Si	1.709	-1.577	0.045	-0.184	0.066	0.71
Si	4.422	1.011	-0.015	-0.19	0.21	0.752
Si	1.117	4.391	-0.085	0.112	-0.164	0.751
Si	3.877	7.072	0.219	0.083	-0.191	0.755
Si	1.66	-7.05	0.182	-0.197	0.101	0.73
Si	3.873	-3.856	0.059	0.148	-0.188	0.773
Si	6.653	-1.194	0.116	0.139	-0.116	0.75
Si	9.241	1.693	0.11	0.26	-0.343	0.689
Si	6.927	3.869	0.29	-0.163	0.238	0.774
Si	9.207	7.01	0.028	0.173	-0.114	0.74
Si	7.022	9.225	0.19	-0.068	0.056	0.735
Si	-6.623	-4.43	-0.022	-0.064	0.266	0.73
Si	-3.752	-1.597	-0.068	-0.238	0.072	0.726
Si	-1.742	1.643	-0.004	0.255	-0.084	0.75
Si	-3.938	3.896	0.083	-0.146	0.163	0.75
Si	-1.163	6.574	-0.089	-0.136	0.216	0.737
Si	-4.346	-6.544	0.118	0.096	-0.055	0.755
Si	-1.501	-3.803	0.023	0.061	-0.217	0.7
Si	2.817	-0.02	1.367	0.017	-0.014	-0.056
Si	5.377	2.624	1.438	-0.018	-0.021	-0.059
Si	2.668	5.435	1.365	-0.018	-0.002	-0.059
Si	5.446	8.166	1.543	-0.002	-0.001	-0.043
Si	2.777	-5.43	1.431	-0.003	0.018	-0.024
Si	5.451	-2.738	1.394	-0.014	0.013	-0.047
Si	8.199	0.007	1.375	-0.024	0.009	-0.051
Si	-5.458	2.74	1.429	0	0.009	-0.045
Si	8.13	5.483	1.458	0	0.012	-0.033
Si	-5.503	8.155	1.353	-0.019	0.021	-0.052
Si	8.201	-5.506	1.425	0.015	-0.005	-0.049
Si	-5.424	-2.748	1.192	0.004	-0.019	-0.081
Si	-2.747	0.007	1.339	0.004	-0.003	-0.048
Si	-0.011	2.739	1.194	-0.026	0.019	-0.07
Si	-2.713	5.466	1.307	0.023	-0.024	-0.045
Si	-0.028	8.124	1.321	0.003	-0.021	-0.038
Si	-2.713	-5.373	1.33	-0.01	-0.002	-0.041
Si	0.045	-2.656	1.338	0.014	0.005	-0.034
Si	1.363	1.383	2.601	-0.018	0.005	-0.005
Si	4.016	4.045	2.714	0.022	0.033	0.011
Si	1.326	6.797	2.745	-0.003	0.002	0.032
Si	4.126	9.587	2.834	-0.006	-0.009	0.03
Si	1.343	-4.077	2.719	0.002	-0.002	0.021
Si	4.117	-1.375	2.783	0.017	0.002	0.042
Si	6.813	1.328	2.78	0.01	-0.008	0.042
Si	9.533	4.13	2.776	-0.002	-0.004	0.035
Si	6.77	6.77	2.854	-0.002	-0.01	0.029
Si	9.527	-6.839	2.808	0.014	-0.001	0.047
Si	6.824	-4.104	2.718	-0.003	-0.007	0.008
Si	-6.742	-1.395	2.64	0.003	-0.009	0.018
Si	-4.122	1.316	2.733	0.009	0.018	0.026
Si	-1.347	4.075	2.66	0.023	0.002	0.032
Si	-4.082	6.815	2.669	-0.009	-0.004	-0.004
Si	-1.373	-6.793	2.656	0.009	0.013	0.004
Si	-4.088	-4.035	2.69	-0.012	-0.014	0.023
Si	-1.321	-1.298	2.696	-0.019	-0.015	0.015
Si	0.032	0.049	4.039	0.012	0.005	0.019
Si	2.67	2.703	4.064	0.001	-0.02	0
Si	-0.021	5.42	4.083	-0.001	-0.008	-0.015
Si	2.708	8.173	4.09	-0.006	-0.011	-0.016
Si	-0.018	-5.451	4.055	-0.002	0.008	-0.003
Si	2.711	-2.726	4.094	0.015	0.006	-0.009
Si	5.466	-0.023	4.141	-0.01	-0.004	0.002
Si	8.162	2.734	4.101	-0.012	-0.004	-0.006
Si	5.388	5.383	4.115	-0.001	-0.005	0.004
Si	8.153	-8.172	4.163	0.001	0.011	-0.009
Si	5.487	-5.401	4.159	-0.005	0	0.016
Si	8.194	-2.719	4.038	0.008	-0.004	-0.004
Si	-5.453	-0.042	4.082	-0.011	0.006	0.01
Si	-2.716	2.711	4.031	0.014	0.004	-0.007
Si	-5.403	5.47	4.096	-0.016	0.008	0.008
Si	-2.729	8.177	4.037	0.01	-0.008	0.002
Si	-5.411	-5.427	4.085	0	-0.003	-0.017
Si	-2.707	-2.682	4.039	-0.014	0.004	-0.013
Si	1.344	-1.397	16.334	0.004	0	-0.009
Si	4.09	1.319	16.295	-0.007	-0.001	-0.009
Si	1.359	4.095	16.25	-0.01	-0.002	-0.014
Si	4.086	6.813	16.284	0.018	0.003	-0.005
Si	1.336	-6.793	16.326	0.009	-0.005	-0.006
Si	4.067	-4.064	16.311	-0.003	-0.002	-0.013
Si	6.81	-1.361	16.355	0.013	0.014	-0.006
Si	-6.802	1.354	16.329	-0.001	-0.007	-0.008
Si	6.814	4.074	16.296	-0.004	0.014	-0.014
Si	-6.759	6.805	16.308	-0.015	0.003	-0.006
Si	6.814	-6.76	16.28	-0.016	-0.001	-0.016
Si	-6.794	-4.075	16.37	-0.002	-0.001	-0.007
Si	-4.069	-1.364	16.331	-0.006	-0.006	-0.003
Si	-1.384	1.321	16.306	0.001	-0.014	-0.016
Si	-4.1	4.077	16.339	0.005	0.001	-0.003
Si	-1.38	6.824	16.298	-0.007	-0.012	-0.013
Si	-4.07	9.531	16.347	0.017	-0.001	-0.011
Si	-1.367	-4.095	16.352	-0.015	0.002	-0.005
Si	2.748	-0.063	17.659	-0.005	0.002	0.01
Si	5.442	2.701	17.628	0.009	-0.014	-0.011
Si	2.713	5.446	17.617	-0.003	-0.005	0.004
Si	5.434	8.224	17.601	0.003	0.006	0.011
Si	2.657	-5.375	17.662	-0.004	0.004	0.009
Si	5.453	-2.754	17.694	-0.008	0.006	-0.004
Si	8.168	0.016	17.717	-0.016	-0.019	0.002
Si	-5.451	2.696	17.709	-0.01	0.006	-0.001
Si	8.223	5.408	17.631	0.002	-0.012	0.012
Si	-5.443	8.189	17.704	0.001	-0.001	0.002
Si	8.149	-5.448	17.716	0	-0.003	-0.01
Si	-5.398	-2.72	17.711	0.008	-0.006	0.013
Si	-2.731	-0.019	17.725	0.013	0.015	-0.009
Si	0.004	2.714	17.566	-0.002	0	-0.005
Si	-2.747	5.483	17.657	0.005	-0.006	0.014
Si	-0.026	-8.164	17.684	0.007	0.015	0.007
Si	-2.7	-5.462	17.738	-0.013	0.007	-0.001
Si	-0.024	-2.741	17.728	0.016	-0.016	-0.008
Si	1.375	1.366	18.903	0.003	0.005	-0.051
Si	4.058	4.057	18.939	-0.012	-0.008	-0.023
Si	1.36	6.787	18.992	-0.005	0.001	-0.017
Si	4.041	-6.726	18.946	0.026	-0.015	-0.042
Si	1.296	-4.097	19.137	-0.007	-0.002	-0.007
Si	4.074	-1.45	19.063	-0.015	-0.009	-0.015
Si	6.773	1.391	19.051	0.018	0.018	-0.013
Si	-6.808	4.037	19.088	-0.028	-0.001	-0.008
Si	6.877	6.865	18.851	0.005	0.04	-0.047
Si	-6.799	9.542	19.094	0.005	-0.011	-0.006
Si	6.79	-4.108	19.095	-0.014	0.002	-0.015
Si	9.572	-1.34	19.054	0.017	0.016	-0.041
Si	-4.084	1.352	19.087	-0.004	0	-0.013
Si	-1.346	4.078	18.902	0.015	-0.005	-0.048
Si	-4.095	6.835	19.067	0.009	-0.003	-0.012
Si	-1.341	-6.827	19.121	-0.006	-0.003	-0.007
Si	-4.053	-4.096	19.1	-0.01	0.009	-0.041
Si	-1.379	-1.388	19.096	-0.011	0.005	-0.011
Si	0.018	0.061	20.29	0.005	0.016	0.049
Si	2.717	2.686	20.308	0.009	0.005	0.054
Si	0.046	5.347	20.289	-0.012	0.001	0.047
Si	2.665	8.246	20.274	-0.022	0.038	0.039
Si	-0.003	-5.506	20.574	0.019	0.009	0.056
Si	2.685	-2.763	20.496	0.004	0.004	0.053
Si	5.432	-0.038	20.354	0.025	-0.005	0.044
Si	8.08	2.746	20.5	0.006	0.009	0.042
Si	5.463	5.516	20.073	0.014	-0.017	0.041
Si	8.172	8.122	20.384	-0.021	-0.01	0.067
Si	5.361	-5.45	20.425	-0.01	-0.004	0.077
Si	8.227	-2.755	20.376	0.013	0.001	0.08
Si	-5.412	0.01	20.501	-0.015	-0.014	0.047
Si	-2.69	2.783	20.316	0.013	0.003	0.072
Si	-5.429	5.429	20.408	0.003	-0.008	0.05
Si	-2.717	-8.176	20.483	0.003	-0.007	0.032
Si	-5.46	-5.42	20.483	0.03	0.024	0.075
Si	-2.674	-2.777	20.515	-0.006	-0.028	0.033
Si	1.561	-1.027	21.642	-0.042	-0.214	-0.709
Si	3.846	1.12	21.621	0.159	0.087	-0.698
Si	1.144	3.762	21.663	0.125	0.204	-0.784
Si	4.277	7.028	21.353	-0.047	-0.04	-0.748
Si	1.574	-6.715	21.88	-0.218	-0.142	-0.71
Si	3.756	-4.416	21.836	0.104	0.184	-0.755
Si	7.077	-1.16	21.587	-0.226	-0.121	-0.752
Si	-7.064	1.137	21.775	0.264	0.267	-0.734
Si	6.875	4.496	21.582	0.032	-0.324	-0.679
Si	-7.038	6.513	21.726	0.158	0.184	-0.708
Si	6.472	-7.144	21.594	0.107	0.119	-0.774
Si	9.762	-3.798	21.833	-0.089	-0.209	-0.729
Si	-4.262	-1.632	21.787	0.093	0.232	-0.743
Si	-1.121	1.635	21.589	-0.087	-0.092	-0.745
Si	-3.753	4.37	21.676	-0.18	-0.123	-0.762
Si	-1.464	6.5	21.614	0.08	0.218	-0.734
Si	-3.899	-6.591	21.785	-0.172	-0.239	-0.75
Si	-1.602	-4.397	21.914	0.265	0.291	-0.742
Si	6.08	-6.388	-4.537	-0.045	0.054	0.047
Si	-5.536	0.825	-4.885	-0.12	-0.061	0.134
Si	5.199	-5.715	-2.034	-0.077	0	-0.018
Si	-7.166	-4.758	24.772	-0.028	-0.025	-0.191
Si	-5.857	-8.082	-6.031	-0.017	-0.002	0.028
Si	-4.451	4.107	24.672	0.008	0.131	-0.095
Si	1.109	-6.296	-4.638	0.083	0.037	0.056
Si	-7.795	1.585	-6.634	-0.077	0.039	0.159
Si	-7.12	2.339	-2.703	0.003	-0.045	0.08
Si	-1.178	-3.72	25.007	-0.082	-0.088	-0.131
Si	3.704	1.291	-3.071	0.112	-0.143	0.104
Si	-2.601	1.637	-5.426	0.036	-0.139	0.157
Si	5.323	5.356	-1.957	-0.102	0.032	0.188
Si	-3.341	-3.81	-4.003	0.039	0.156	0.021
Si	6.159	-1.122	24.407	-0.02	-0.029	-0.059
Si	7.594	-5.128	-6.917	-0.093	0.098	-0.09
Si	-4.563	5.616	-4.973	-0.054	-0.054	0.049
Si	5.083	1.647	24.415	0.005	-0.002	-0.121
Si	2.712	5.492	23.681	0.026	0.011	-0.011
Si	1.346	-0.563	-2.907	0.101	-0.039	-0.028
Si	-5.839	5.103	-2.15	-0.01	-0.087	0.081
Si	-0.896	-2.059	-4.026	0.052	0.016	0.157
Si	5.241	-3.175	-6.72	0.173	0.021	-0.06
Si	-3.745	-6.703	-4.458	-0.009	-0.075	0.104
Si	-1.224	0.657	-2.98	-0.029	0.058	-0.015
Si	5.475	4.484	24.398	-0.063	0.143	-0.114
Si	-5.085	-1.475	-2.747	0.064	-0.006	0.031
Si	0.969	4.944	-5.162	-0.039	0.043	-0.038
Si	7.481	6.583	25.726	-0.012	0.053	0
Si	-5.683	1.609	24.563	-0.017	-0.126	-0.082
Si	6.734	1.17	-4.129	-0.016	0.084	-0.04
Si	2.633	3.989	-2.85	-0.026	0.015	0.092
Si	7.13	-1.887	-4.715	-0.017	0.03	0.068
Si	-2.931	0.258	23.82	-0.051	-0.027	-0.125
Si	-2.453	-7.799	-2.093	0.075	-0.086	0.122
Si	3.692	-7.512	-3.895	0.026	0.072	0.02
Si	2.849	-5.019	-6.98	-0.011	-0.1	-0.119
Si	-4.174	-2.669	-6.652	0.002	-0.125	-0.088
Si	-6.422	4.43	-6.86	0.046	-0.023	-0.131
Si	-6.047	6.724	24.717	-0.031	-0.015	-0.15
Si	-1.834	4.487	-5.704	0.065	0.08	0.041
Si	-4.84	-6.823	24.768	-0.017	-0.059	-0.134
Si	-1.824	-0.97	-6.603	0.045	0.019	-0.015
Si	-1.406	-7.12	-6.271	-0.022	0.121	-0.012
Si	1.075	-1.815	24.526	0.017	-0.006	-0.093
Si	6.959	-6.83	24.572	-0.003	-0.032	-0.086
Si	5.935	7.109	-4.144	-0.101	0.084	-0.015
Si	3.905	-3.011	24.557	-0.078	-0.004	-0.147
Si	-0.518	6.574	-7	0.146	-0.073	-0.023
Si	0.446	7.521	23.981	0.084	0.055	-0.111
Si	-7.911	-2.63	-2.111	0.017	-0.068	0.083
Si	-7.222	-2.742	-6.753	-0.048	0.022	-0.054
Si	7.914	6.758	-6.388	0.015	0.071	0.002
Si	-0.069	-5.665	-2.026	-0.052	0.008	0.155
Si	1.36	-1.337	5.421	-0.011	-0.005	0.01
Si	4.062	1.357	5.433	0.008	0.015	0.006
Si	1.34	4.069	5.444	-0.004	0.007	0.012
Si	4.055	6.792	5.448	-0.001	0.007	0.001
Si	1.343	9.527	5.438	0.014	0.004	0.004
Si	4.081	-4.06	5.472	0.006	0.009	0.009
Si	6.839	-1.385	5.453	0	-0.005	0.01
Si	9.519	1.347	5.434	-0.004	-0.006	0.006
Si	6.783	4.061	5.467	0.005	0.001	0.015
Si	-6.778	6.797	5.476	-0.005	-0.005	0.014
Si	6.812	-6.793	5.501	0.005	-0.009	0.019
Si	-6.788	-4.075	5.43	-0.004	-0.003	0.002
Si	-4.064	-1.362	5.437	0.006	-0.001	0.01
Si	-1.35	1.376	5.412	-0.002	0.008	0.008
Si	-4.056	4.075	5.422	0.003	-0.013	0.004
Si	-1.38	6.803	5.415	0.001	0.006	-0.004
Si	-4.061	-6.792	5.435	-0.008	0.005	0.008
Si	-1.37	-4.071	5.405	-0.003	-0.005	0.004
Si	2.715	0.002	6.804	0.005	-0.004	-0.003
Si	5.42	2.706	6.813	0.002	-0.001	0.004
Si	2.702	5.432	6.805	0.001	-0.005	-0.003
Si	5.427	-8.17	6.813	0.001	0.003	-0.003
Si	2.714	-5.441	6.802	-0.002	0.001	0.004
Si	5.455	-2.714	6.82	-0.003	-0.004	0.003
Si	8.171	-0.005	6.812	0.001	0.004	0.002
Si	-5.427	2.714	6.78	-0.002	-0.001	0.001
Si	-8.16	5.432	6.809	-0.001	-0.005	0.001
Si	-5.424	-8.145	6.811	0	0.001	0
Si	-8.138	-5.423	6.822	-0.007	-0.006	0.002
Si	-5.429	-2.72	6.796	0.002	0.003	-0.004
Si	-2.706	0.01	6.781	0.003	0.003	0.001
Si	-0.011	2.718	6.807	0	0.003	0
Si	-2.719	5.442	6.795	0.003	0.003	-0.002
Si	-0.014	8.156	6.788	-0.007	-0.003	0.002
Si	-2.71	-5.429	6.792	-0.001	-0.007	-0.002
Si	-0.006	-2.709	6.77	0.001	0.007	-0.001
Si	1.354	1.359	8.164	-0.003	0.006	-0.005
Si	4.07	4.08	8.167	0.002	0.002	-0.007
Si	1.346	6.799	8.157	0.005	-0.007	-0.003
Si	4.071	-6.803	8.166	-0.004	-0.015	0.002
Si	1.353	-4.067	8.144	0.005	0	-0.003
Si	4.085	-1.351	8.163	0.012	0.004	-0.001
Si	6.795	1.351	8.162	-0.016	-0.006	-0.002
Si	-6.793	4.067	8.152	-0.009	-0.004	-0.003
Si	6.8	6.797	8.167	0.002	0.008	-0.002
Si	-6.786	-6.791	8.173	0.007	0.006	0.002
Si	6.807	-4.078	8.178	0.001	-0.001	-0.003
Si	-6.784	-1.361	8.164	0	0	-0.003
Si	-4.07	1.361	8.149	0.009	0.006	-0.003
Si	-1.363	4.085	8.163	0.007	-0.002	0.002
Si	-4.075	6.801	8.161	-0.005	0.002	-0.003
Si	-1.36	-6.796	8.152	0.004	-0.001	-0.001
Si	-4.076	-4.08	8.158	-0.007	-0.005	0.003
Si	-1.359	-1.356	8.146	-0.009	-0.004	-0.002
Si	-0.004	-0.004	9.52	0.009	-0.002	0
Si	2.712	2.721	9.526	0.006	-0.001	0.003
Si	-0.002	5.44	9.525	-0.004	0.006	0.001
Si	2.711	-8.163	9.519	-0.003	0	0
Si	-0.002	-5.432	9.508	0	-0.006	-0.001
Si	2.72	-2.719	9.511	0.006	0.006	-0.003
Si	5.44	0.001	9.529	0.003	0.005	0.001
Si	-8.157	2.713	9.514	-0.001	-0.005	-0.004
Si	5.439	5.437	9.523	-0.003	-0.006	-0.002
Si	-8.159	-8.154	9.521	-0.002	0	0.001
Si	5.44	-5.444	9.523	0.004	-0.002	0.001
Si	-8.149	-2.716	9.528	-0.01	0	0
Si	-5.426	0.001	9.517	0.003	-0.001	0.001
Si	-2.721	2.72	9.519	-0.004	0.008	-0.001
Si	-5.441	5.439	9.513	0	0.002	-0.003
Si	-2.717	-8.155	9.517	0	-0.003	0
Si	-5.431	-5.432	9.53	-0.003	-0.008	0.002
Si	-2.719	-2.712	9.512	0.003	0	0.002
Si	1.361	-1.363	10.876	0.002	-0.001	0
Si	4.077	1.363	10.882	-0.001	0.004	-0.001
Si	1.354	4.078	10.889	0.003	0.004	-0.002
Si	4.077	-9.521	10.88	0.006	0.002	0.001
Si	1.354	-6.792	10.87	0.004	-0.003	0
Si	4.079	-4.079	10.875	0.002	-0.005	0
Si	6.805	-1.358	10.881	-0.009	0.006	0
Si	-6.795	1.355	10.875	-0.007	0	-0.001
Si	-9.514	4.076	10.875	0.003	0	0
Si	-6.798	-9.518	10.875	-0.007	-0.003	-0.001
Si	-9.516	-6.796	10.887	-0.004	-0.006	0.001
Si	-6.794	-4.076	10.891	0.005	0	0.001
Si	-4.076	-1.359	10.884	-0.002	0	0
Si	-1.364	1.356	10.881	-0.003	0.001	-0.001
Si	-4.083	4.08	10.875	0.003	-0.003	0
Si	-1.361	6.804	10.877	0.008	-0.008	0
Si	-4.075	-6.798	10.882	-0.002	0.001	0.001
Si	-1.364	-4.077	10.871	0	-0.001	-0.002
Si	2.718	-0.001	12.237	0.01	0.006	-0.001
Si	5.449	2.715	12.236	-0.003	-0.001	0
Si	2.719	5.44	12.243	0	-0.005	0.003
Si	5.439	-8.158	12.24	-0.001	-0.003	0.001
Si	2.716	-5.438	12.233	-0.002	-0.005	0
Si	5.442	-2.718	12.232	0.008	0.004	-0.004
Si	8.172	-0.008	12.24	-0.001	0	-0.001
Si	-5.441	2.718	12.235	0	0.003	0.002
Si	-8.156	5.44	12.233	-0.003	0.003	-0.002
Si	-5.439	-8.156	12.237	0	-0.006	0.001
Si	-8.155	-5.435	12.251	-0.004	0	0.004
Si	-5.435	-2.718	12.251	-0.005	-0.001	0.004
Si	-2.72	-0.003	12.249	0.004	-0.001	0
Si	-0.008	2.714	12.247	-0.001	-0.004	0.004
Si	-2.721	5.439	12.231	-0.005	0.005	-0.002
Si	-0.008	8.174	12.231	0.002	0.005	-0.001
Si	-2.726	-5.429	12.239	0.005	-0.007	0.001
Si	0	-2.727	12.232	0.001	0.001	-0.002
Si	1.352	1.345	13.603	0.002	-0.002	0.004
Si	4.089	4.074	13.592	0.01	-0.002	0.005
Si	1.352	6.816	13.585	-0.001	0.005	0.005
Si	4.076	-6.793	13.593	0.007	-0.003	0.003
Si	1.354	-4.086	13.597	0.009	-0.007	0.004
Si	4.081	-1.362	13.591	-0.011	0.007	-0.002
Si	6.809	1.349	13.592	0.008	0	0.001
Si	-6.797	4.081	13.594	-0.009	0.003	0.003
Si	6.81	-9.515	13.592	-0.003	-0.008	-0.003
Si	-6.788	-6.794	13.609	-0.001	-0.005	0.01
Si	6.806	-4.061	13.603	-0.017	0.002	0.006
Si	9.523	-1.365	13.615	0	0.002	0.002
Si	-4.09	1.358	13.602	-0.004	0	0.006
Si	-1.377	4.074	13.6	-0.003	0.007	0.001
Si	-4.074	6.803	13.588	0.012	-0.012	0
Si	-1.368	9.533	13.593	-0.005	0.004	0
Si	-4.082	-4.079	13.617	-0.001	0.01	0.002
Si	-1.36	-1.378	13.597	0.007	-0.007	0.003
Si	-0.006	-0.029	14.963	-0.005	-0.006	0.001
Si	2.731	2.703	14.942	0.004	-0.003	0
Si	-0.02	5.46	14.931	0.006	0.006	-0.003
Si	2.706	8.175	14.954	0	0.001	0.002
Si	-0.014	-5.437	14.963	-0.003	-0.002	0.001
Si	2.713	-2.717	14.946	0.009	0.003	0.006
Si	5.46	-0.024	14.95	0	-0.004	0.002
Si	8.169	2.709	14.948	-0.001	0.001	0.002
Si	5.452	5.442	14.944	0.006	-0.003	-0.003
Si	8.173	-8.16	14.959	-0.003	-0.004	0.003
Si	5.431	-5.417	14.942	0.005	-0.001	-0.001
Si	8.17	-2.721	14.99	-0.008	0.01	0.002
Si	-5.438	-0.006	14.973	0	0.004	-0.002
Si	-2.739	2.713	14.971	-0.003	-0.006	0.005
Si	-5.423	5.438	14.944	0.001	0.007	0.007
Si	-2.734	8.181	14.949	-0.003	0.001	-0.003
Si	-5.44	-5.432	14.99	0.007	-0.006	0.004
Si	-2.712	-2.728	14.977	0.008	0.001	-0.004
O	-2.789	-5.474	22.191	-0.112	-0.07	0.129
O	-3.1	3.738	25.483	0.22	-0.198	0.023
O	7.318	-1.882	-1.192	-0.003	-0.321	-0.395
O	-6.415	6.968	23.155	0.259	0.413	0.045
O	-4.274	-0.905	-1.458	-0.016	0.426	-0.109
O	-5.27	4.372	-5.728	0.228	-0.647	0.141
O	4.535	-6.656	-5.014	-0.015	0.209	-0.818
O	4.476	1.844	22.932	-0.085	0.192	-0.051
O	-3.483	-1.095	23.121	0.075	-0.117	0.163
O	8.096	5.451	22.105	0.13	0.032	0.221
O	7.652	1.937	-3.023	-0.172	0.144	0.38
O	8.054	2.784	-0.145	-0.085	0.094	-0.383
O	2.727	0.027	22.125	-0.114	0.009	0.609
O	-5.417	-2.695	22.276	-0.18	0.196	0.181
O	-1.871	0.981	22.861	-0.002	0.056	0.335
O	-7.254	-4.331	23.207	-0.55	-0.021	-0.058
O	3.904	4.882	24.593	-0.153	-0.411	0.282
O	3.871	1.308	25.409	-0.631	-0.567	-0.013
O	4.134	4.514	-2.619	-0.118	-0.287	-0.004
O	0.749	-1.482	22.982	-0.465	-0.053	0.112
O	-5.256	-6.981	-4.989	-0.321	0.257	0.148
O	-7.448	-3.999	-1.374	-0.464	-0.422	-0.505
O	-0.691	-4.374	-1.28	0.354	0.298	-0.501
O	-2.625	5.468	22.121	-0.155	0.105	0.545
O	7.049	-6.565	22.992	0.244	0.295	0.076
O	6.196	0.488	24.378	0.651	0.185	0.184
O	1.842	3.862	-1.44	0.118	-0.229	-0.15
O	1.254	-0.794	-1.305	-0.349	0.048	0.022
O	4.077	-6.813	-2.471	-0.493	-0.145	0.44
O	-2.142	-0.053	25.178	0.199	-0.213	-0.053
O	-4.166	1.323	-5.542	-0.134	0.087	-0.406
O	2.757	-2.755	-0.416	-0.154	-0.029	-0.253
O	-0.23	-6.969	-5.195	0.03	-0.099	0.157
O	-4.901	6.944	-5.845	0.137	0.171	-0.573
O	-5.185	5.728	-3.486	0.1	0.205	0.116
O	0.003	2.691	22.148	-0.207	-0.267	0.563
O	-8.156	-0.035	22.04	-0.109	-0.146	0.431
O	3.92	-4.001	-6.349	-0.22	-0.027	0.548
O	-1.84	7.152	-1.471	-0.32	-0.368	-0.558
O	3.456	6.305	22.528	0.173	0.22	0.069
O	-1.085	-4.058	23.427	0.308	0.231	0.235
O	-1.617	7.631	-6.52	-0.422	-0.104	0.107
O	-7.406	7.855	-5.722	-0.247	0.341	0.415
O	1.435	-0.489	25.359	0.231	0.324	-0.21
O	5.862	4.346	22.836	-0.108	-0.052	-0.204
O	-1.335	5.18	-7.096	-0.051	-0.372	-0.484
O	-6.923	3.935	-2.46	-0.388	0.186	0.03
O	3.889	1.514	-1.467	-0.25	0.301	-0.129
O	-2.968	5.348	-4.933	0.255	-0.081	0.335
O	1.836	5.014	-3.813	0.09	0.703	0.068
O	-5.628	3.108	25.171	-0.403	0.073	0.179
O	1.839	4.296	23.034	0.001	-0.398	0.275
O	-5.72	-2.36	-6.398	-0.082	0.481	0.083
O	4.361	-3.802	23.221	0.432	0.109	0.161
O	4.503	-4.454	-1.321	0.152	0.163	-0.072
O	5.772	-2.518	-5.334	-0.337	0.141	0.613
O	-6.636	1.624	23.264	-0.189	0.317	0.31
O	6.52	6.66	-5.574	-0.137	-0.422	-0.327
O	-6.651	0.587	-6.044	-0.154	-0.256	-0.327
O	-4.302	3.796	23.088	-0.319	-0.101	0.117
O	5.379	8.032	22.032	0.107	-0.121	0.579
O	-2.795	-6.515	-5.755	-0.34	0.127	-0.572
O	6.436	5.539	25.106	-0.005	-0.074	0.362
O	-5.754	-5.511	24.982	0.304	0.143	0.06
O	-4.194	1.198	24.101	0.091	0.158	0.082
O	4.385	-3.793	25.868	0.408	-0.1	0.098
O	6.258	-6.381	-1.037	0.209	0.128	-0.099
O	1.053	-7.456	23.261	0.145	-0.007	0.508
O	-3.638	-5.345	-3.571	-0.152	-0.121	0.803
O	-4.638	4.498	-1.252	0.161	0.226	-0.261
O	-6.59	1.447	-1.436	0.494	-0.495	-0.18
O	-7.047	2.964	-7.021	0.137	-0.01	-0.208
O	0.365	0.671	-3.321	0.265	0.387	-0.511
O	-1.354	0.966	-1.418	0.189	-0.133	0.015
O	-2.091	1.676	-3.879	0.051	0.485	0.055
O	-6.554	6.303	-1.329	0.012	0.306	-0.185
O	-0.596	6.908	22.917	-0.326	-0.213	0.068
O	1.107	-6.314	-1.146	0.117	-0.108	-0.149
O	-4.367	-2.847	-3.214	-0.128	-0.237	0.134
O	-2.401	3.061	-6.112	-0.371	-0.073	-0.67
O	-4.608	-1.476	26.13	-0.126	0.074	-0.27
O	2.742	8.136	-0.291	0.272	0.023	-0.222
O	2.774	2.533	-3.545	-0.018	-0.097	-0.381
O	-7.305	6.118	25.534	0.274	-0.604	0.082
O	-1.249	-6.741	-2.206	-0.056	0.104	-0.402
O	-3.47	-6.567	25.593	0.556	0.021	-0.101
O	-6.164	1.972	-3.941	0.29	0.177	0.06
O	-5.586	-8.161	25.303	-0.172	0.187	0.806
O	-0.884	-1.852	-5.631	0.4	-0.306	-0.291
O	-7.313	-3.475	25.724	0.164	0.002	-0.015
O	-4.84	5.66	24.878	0.281	0.357	0.007
O	7.965	-5.757	25.215	-0.013	-0.01	0.565
O	-3.624	-7.293	-1.118	-0.144	-0.049	-0.177
O	5.452	-6.616	25.12	-0.479	0.26	0.021
O	-3.382	-1.302	-6.385	-0.316	0.319	0.015
O	-0.024	5.483	-0.541	0.242	0.058	-0.607
O	4.306	7.305	-4.062	-0.32	-0.536	-0.232
O	-6.592	-1.723	-2.242	-0.315	0.401	0.262
O	5.562	-0.096	-0.41	0.019	-0.174	-0.183
O	-3.157	-7.932	-3.551	-0.212	-0.373	-0.189
O	-5.462	-5.497	-0.482	0.105	0.144	-0.322
O	8.083	8.123	-0.416	0.091	0.027	-0.395
O	-3.64	-3.757	-5.592	0.271	-0.498	-0.241
O	-0.435	7.743	25.32	0.126	0.102	0.111
O	4.622	-1.569	24.645	-0.153	0.313	0.425
O	6.31	5.987	-3.064	0.593	0.078	-0.137
O	7.384	7.987	24.937	0.388	-0.183	-0.008
O	-0.231	-2.432	25.229	-0.393	0.192	0.439
O	7.756	-2.854	-3.571	0.009	-0.388	-0.146
O	-7.565	-4.236	-6.23	0.373	-0.132	0.451
O	-0.554	-4.889	25.948	0.137	-0.368	-0.177
O	0.67	6.379	-5.886	0.428	0.477	0.195
O	-7.642	5.349	-6.352	-0.097	-0.223	0.342
O	-1.78	-3.397	-3.729	0.386	-0.037	0.284
O	6.938	-0.434	-4.054	0.076	-0.164	0.203
O	2.861	-0.103	-3.323	0.195	-0.326	-0.464
O	-1.68	0.59	-6.24	0.247	0.228	-0.173
O	-2.836	2.792	-0.403	-0.103	-0.05	-0.165
O	6.587	-7.76	-3.817	0.347	0.147	0.359
O	0.631	-5.306	-3.441	0.092	0.52	-0.176
O	-1.732	-0.856	-3.304	-0.512	-0.148	0.14
O	8.124	-1.722	-5.98	0.03	0.262	0.055
O	5.143	1.379	-3.831	-0.092	0.236	-0.208
O	7.004	-6.097	-5.788	0.009	-0.172	0.08
O	1.657	6.508	24.378	0.137	-0.114	0.582
O	6.244	4.401	-1.072	0.118	-0.165	-0.382
O	2.681	-5.574	22.301	0.002	0.025	0.357
O	7.188	-1.611	25.515	0.197	0.251	0.043
O	6.002	-5.256	-3.378	0.221	0.624	0.263
O	1.899	-5.524	-5.789	-0.16	-0.007	0.33
O	2.103	-7.463	-4.092	-0.358	-0.683	0.06
O	-0.495	4.332	-4.79	-0.062	-0.275	0.611
O	-5.175	-0.466	-3.989	0.174	-0.313	-0.335
O	-6.181	0.593	25.703	-0.093	-0.03	-0.032
O	1.799	4.057	-6.229	0.491	-0.598	0.146
O	6.558	-1.786	22.989	-0.154	-0.859	0.243
O	-2.615	-2.712	-0.498	0.027	0.001	-0.158
O	-2.71	-3.342	25.426	-0.249	-0.047	-0.313
O	5.748	3.004	24.98	0.535	-0.146	0.303
O	0.669	-1.923	-3.553	0.426	-0.42	0.054
O	-4.518	-7.089	23.204	-0.115	-0.362	0.087
O	4.678	6.55	-1.091	0.197	0.124	-0.342
O	2.305	-2.856	24.555	-0.275	-0.371	0.323
O	7.278	1.71	-5.574	-0.355	0.578	-0.317

Results
total energy: -101657.475 eV
total energy less fixed offsets of O -438.25, Si -107.07 eV per atom: -4.275 eV
